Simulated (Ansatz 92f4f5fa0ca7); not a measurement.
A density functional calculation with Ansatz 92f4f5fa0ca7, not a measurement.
Periodic cell of 171 atoms, Si99O72, from a study of silicon, its oxide and their interface. The atomic structure is a simulated model.

Settings
functional: r2SCAN
potential files: Ansatz norm-conserving
basis: plane waves
wave-function cutoff: 1300 eV
density cutoff ratio: 4
exchange-correlation grid ratio: 1
k mesh: 2 x 2 x 1, shifted by 0.5 0.5 0.5 of a step
self-consistency stop: 5e-08 eV per atom in the density residual
occupations: Fermi-Dirac, 0.05 eV
spin: none
net charge: 0

Cell vectors (angstrom)
a 11.5403 0 0
b 0 11.5403 0
c -1.0174 -1.0502 24.0514

Atoms and the computed forces on them: element, x, y, z (angstrom), force x, y, z (eV/angstrom)
Si 0.1715 -1.683 0.5976 -0.0904 0.2255 -0.3988
Si 0.2494 1.3121 1.0015 0.0347 -0.0813 -1.0256
Si 0.2273 4.3534 0.2877 0.09 -0.3922 -0.4233
Si 4.135 9.8432 0.6195 0.0332 0.3036 -0.8464
Si 4.1012 1.2945 1.0826 -0.0568 -0.0503 -1.1237
Si 4.0813 4.3335 0.4888 -0.0069 -0.3195 -0.7572
Si 8.0368 9.9523 0.6646 0.1092 0.1486 -0.5614
Si 7.9523 1.467 0.8969 -0.0321 -0.069 -0.8817
Si 7.9379 4.5535 0.1737 -0.0847 -0.2276 -0.2506
Si 2.1534 9.2379 1.7878 -0.0638 0.0831 -0.2385
Si 2.1554 1.3257 2.3044 0.0663 0.0223 -0.1754
Si 2.1223 5.0408 1.6626 0.0237 -0.0672 -0.1149
Si 6.0685 9.3113 1.8595 0.0816 0.0375 -0.2915
Si 6.0708 1.3843 2.2573 0.0075 -0.0468 -0.1654
Si 6.0532 5.105 1.6276 0.0206 -0.0841 -0.083
Si 9.8875 9.3615 1.9825 -0.0612 0.1127 -0.1664
Si 9.8459 1.4136 2.2327 -0.0092 -0.0933 -0.1338
Si 9.8541 5.1248 1.5736 -0.0194 -0.0955 -0.1438
Si 2.1571 -0.65 3.464 -0.0077 -0.0966 0.3745
Si 2.1506 3.3792 3.34 -0.0708 0.1063 0.3436
Si 2.1595 7.1602 2.9983 0.0159 -0.1142 -0.0532
Si 6.0698 -0.5777 3.4833 0.0387 -0.0476 0.4349
Si 6.049 3.4187 3.3061 -0.0531 0.1722 0.2957
Si 6.0448 7.2046 3.0038 -0.0312 -0.0377 -0.1082
Si 9.8649 -0.5008 3.5398 0.0211 -0.2368 0.312
Si 9.8485 3.4505 3.2718 0.0411 0.2037 0.231
Si 9.8712 7.2038 3.0055 0.0378 -0.0308 -0.1551
Si 0.2549 -0.5443 4.8323 -0.0593 -0.0476 -0.0058
Si 0.2079 3.3835 4.6494 0.0877 0.1397 -0.179
Si 0.2408 7.218 4.4613 -0.0344 -0.013 0.0726
Si 4.1051 -0.6033 4.7655 -0.0516 -0.0683 -0.042
Si 4.1083 3.4117 4.6471 0.0962 0.1131 -0.1391
Si 4.1056 7.2214 4.441 -0.0034 -0.036 0.0475
Si 7.9614 -0.5788 4.8549 -0.0028 -0.0366 -0.0644
Si 7.9584 3.3706 4.6519 0.0162 0.0812 -0.1519
Si 7.9632 7.2413 4.4566 -0.019 -0.0343 0.0955
Si 0.2811 9.0415 6.1221 -0.072 0.0023 -0.1015
Si 0.1696 1.4689 6.0095 0.1242 -0.1326 0.1595
Si 0.2185 5.3352 5.8909 0.1028 -0.0462 -0.0298
Si 4.106 9.0109 6.1276 0.0729 0.0703 -0.1053
Si 4.0917 1.4255 5.901 -0.0325 -0.1072 0.1617
Si 4.1242 5.3768 5.9198 -0.0529 0.087 0.0784
Si 7.9916 9.0299 6.1726 0.0314 -0.0344 -0.0043
Si 8.0004 1.4283 5.9991 -0.0771 -0.0378 0.2227
Si 7.9265 5.348 5.848 -0.0436 -0.0337 0.0488
Si 2.1857 9.0558 7.5685 -0.0176 0.0505 0.1173
Si 2.1524 1.4334 7.2203 0.0055 0.0855 -0.3864
Si 2.1514 5.3903 7.22 -0.0058 0.1038 -0.3202
Si 6.0294 9.0207 7.557 -0.0279 0.0029 0.0538
Si 6.0271 1.3553 7.2207 0.0268 -0.1078 -0.2385
Si 6.0791 5.3488 7.2826 0.1099 0.2343 -0.151
Si 9.9596 9.0824 7.5856 -0.059 0.1184 0.2577
Si 9.8427 1.4504 7.4755 -0.0176 -0.1993 0.1697
Si 9.808 5.2528 7.1944 0.0153 0.0352 -0.0987
Si 2.199 -0.3228 8.7387 -0.0192 -0.0055 0.088
Si 2.0656 3.4065 8.3929 0.1541 -0.1262 0.3199
Si 2.1785 7.0366 8.8887 -0.0686 -0.1334 0.1205
Si 6.0693 -0.4226 8.7643 0.0003 0.048 0.319
Si 5.9336 3.3087 8.3896 0.0298 -0.073 0.3447
Si 6.1379 7.0636 8.9363 0.02 -0.2007 0.2291
Si 9.9948 -0.3903 9.0633 -0.0294 0.2632 0.1032
Si 9.6465 3.4689 8.7049 -0.1969 -0.071 0.4023
Si 9.9652 6.9732 8.6804 -0.0256 0.2052 0.2788
Si 0.5363 0.423 10.2957 0.0537 0.0934 0.3666
Si 0.1806 3.5042 9.7518 0.1624 0.1105 0.7909
Si 0.2084 6.516 10.1682 0.0701 -0.1614 0.5861
Si 4.1152 0.0927 10.0269 0.0147 0.237 0.4372
Si 4.004 3.2195 9.6641 -0.158 0.058 0.6347
Si 4.1177 6.288 10.0299 -0.1341 -0.1556 0.6487
Si 7.9321 0.031 10.2302 0.0635 0.0512 0.4391
Si 7.5485 3.1592 10.0462 -0.0903 -0.1669 -0.0279
Si 8.2566 7.1368 10.244 0.2065 -0.0604 0.2323
Si -1.0304 4.6026 21.4004 0.1599 0.0986 -0.317
Si 5.1908 7.622 12.4607 -0.1508 0.1536 0.302
Si -1.3564 8.2807 12.1354 0.0183 -0.152 0.1634
Si 4.2776 10.3337 12.8923 0.0636 0.2615 0.458
Si 1.6484 11.7205 13.2872 -0.0448 -0.0132 0.6203
Si 9.2864 7.7915 17.5506 -0.0427 -0.0807 -0.0982
Si 6.9865 9.9252 12.7 -0.0115 0.154 0.4334
Si 3.5464 3.9122 18.9074 0.0397 0.1239 -0.1657
Si 0.794 2.8794 19.6064 0.0806 -0.1692 -0.1626
Si 8.4626 2.3329 17.2224 0.0443 -0.3802 -0.0456
Si -2.7428 4.9972 17.2312 0.2693 0.3364 0.0565
Si 8.9968 8.5738 14.6808 0.1245 0.1025 0.3961
Si 10.8054 10.5672 13.9438 0.1134 0.0509 0.5053
Si 7.3292 4.9576 21.3169 -0.0586 0.1084 -0.2652
Si 6.4286 3.7966 18.4881 -0.2941 -0.0952 -0.1471
Si 1.564 8.8285 20.3821 0.011 0.0928 -0.3014
Si 8.8795 3.7823 14.6734 0.2482 -0.1007 0.0411
Si 11.17 1.855 14.4675 -0.0225 0.091 0.0636
Si 6.8759 8.0749 21.8677 -0.2192 0.1978 -0.2542
Si 3.8911 8.278 21.7919 0.1066 -0.0131 -0.3729
Si -0.6632 7.5908 21.8542 0.2157 0.0935 -0.2651
Si 8.8847 9.0223 19.9812 -0.2375 0.1907 -0.1282
Si 2.6393 3.6586 21.4548 0.0797 -0.0879 -0.1993
Si -0.455 9.947 18.495 0.1899 0.0959 -0.1859
Si 2.7392 6.2374 20.0724 0.1079 0.1586 -0.2624
Si -0.5814 12.6163 17.4386 0.0675 -0.1577 -0.0457
Si 7.1993 5.1874 12.3424 0.0861 -0.0255 0.2735
O -0.1351 11.0704 17.3851 -0.2363 0.0424 0.2347
O 8.9265 4.7803 21.1249 -0.0518 -0.0349 0.1499
O 0.2451 -0.0859 0.0716 -0.0482 -0.2885 0.797
O 0.2455 2.6882 0.0744 0.0115 0.4802 0.58
O 4.2742 9.0224 -0.8033 -0.0854 0.2474 0.2973
O 4.0899 2.6829 0.1711 0.0136 0.521 0.6297
O 7.9789 11.5403 0.0766 -0.0023 -0.3232 0.6515
O 4.1043 -0.0838 0.1341 0.0022 -0.3173 0.8131
O 6.8829 4.2801 22.7466 0.0741 -0.3266 0.4177
O -0.3458 6.0348 21.7016 -0.1841 -0.0516 0.0426
O 8.3276 8.9823 -0.6336 -0.086 0.3114 -0.0212
O 7.9379 2.8672 -0.0583 0.0391 0.3264 0.564
O 5.4086 8.7577 21.8678 0.0263 -0.1746 0.123
O 3.0004 9.3519 20.9305 -0.0846 -0.5003 0.2858
O -2.5499 8.4282 11.027 -0.2113 -0.3558 -0.0875
O 7.7059 9.2344 21.0514 0.1059 -0.4131 0.1565
O 0.3285 2.06 10.5895 -0.0809 -0.2802 -0.3955
O 0.9152 9.866 19.3514 -0.214 -0.2407 0.1342
O 4.2916 8.723 13.3562 0.261 0.0631 -0.4094
O 7.8689 10.8327 11.712 -0.1248 0.0769 -0.5087
O 1.2028 11.4679 11.7409 -0.2519 0.2172 -0.3931
O 4.0516 1.7388 10.5154 0.0383 -0.2752 -0.61
O 4.072 -1.0051 11.2806 0.0132 0.4453 -0.152
O -0.1283 13.3898 16.0852 -0.1434 -0.1417 -0.0494
O 6.3638 8.6233 11.8903 -0.032 0.0647 0.0036
O 4.0086 4.6765 10.5165 0.2292 0.3021 -0.6015
O 4.0549 7.1305 11.4383 0.2406 -0.1497 -0.2521
O 5.7725 10.8501 13.2887 -0.0709 -0.4061 -0.5067
O 10.2994 3.186 14.0788 -0.1899 -0.0912 0.1929
O 9.5423 6.2379 17.9265 -0.2896 0.0092 -0.1448
O 7.7983 1.6388 10.6345 0.0113 -0.0753 -0.3834
O 9.6661 7.5979 13.5514 0.012 0.339 -0.3344
O 10.2701 12.1117 13.967 0.2905 -0.185 -0.0276
O 6.0201 6.2301 12.9026 0.1097 0.0262 -0.3304
O 0.2928 4.9154 10.6873 -0.1165 0.0117 -0.8509
O 4.866 3.5685 18.0402 0.1879 0.1151 0.3061
O 7.7412 9.3349 14.0067 -0.0059 0.0062 -0.3311
O 9.4026 3.5782 17.7539 -0.3983 0.054 -0.1778
O -4.3565 4.945 17.5697 0.2252 -0.3193 0.1069
O -2.408 5.0715 15.6385 -0.2244 -0.3836 0.0972
O -1.7109 10.2857 19.5227 0.0699 -0.4486 -0.1076
O 2.0385 3.3271 18.5928 0.0293 0.0085 0.2642
O 0.8608 10.6271 14.2236 -0.2403 0.3162 -0.4862
O 8.198 2.6044 15.6138 0.1972 0.2731 0.1978
O 1.115 13.2141 13.7729 -0.1081 -0.3832 -0.1427
O 8.2864 6.0522 11.4935 -0.1942 0.2142 -0.2215
O 3.2028 11.3472 13.5873 -0.0844 -0.1701 -0.4611
O 3.0515 3.8203 22.9818 -0.0068 -0.1098 0.4842
O 7.109 2.3495 18.1106 0.1799 0.4002 -0.0889
O 1.7287 7.4029 19.5931 0.1028 0.1187 0.4228
O 1.5474 2.4994 21.0333 0.0115 0.4371 -0.1063
O -2.217 12.5402 17.4801 0.1002 0.408 -0.072
O 0.6344 8.5497 21.6803 -0.1094 -0.1733 -0.0678
O -0.365 3.9354 20.0649 0.043 0.0031 0.37
O -0.0947 7.4546 11.5176 -0.1674 -0.1645 -0.3468
O 8.6133 7.8535 16.0698 0.2133 0.0727 -0.0878
O 0.0454 1.7017 18.7933 0.0378 0.139 -0.0153
O 8.2249 8.4193 18.6117 0.5233 0.0304 0.1756
O 3.9193 6.8786 20.9731 -0.2549 0.1252 0.0793
O 6.9663 6.5608 21.2615 0.1071 -0.0453 0.1468
O 6.8081 4.0393 11.2484 0.2193 -0.0937 -0.2337
O -0.181 -2.6149 -0.7047 0.0672 0.1718 -0.0266
O -0.7983 3.7554 22.7638 -0.0201 0.0464 0.2676
O 2.0162 5.1013 20.9811 0.1551 -0.1576 -0.0269
O 10.0772 9.7165 15.1046 -0.0971 -0.0672 -0.4872
O 3.9115 3.4437 20.447 -0.4185 0.1855 -0.0055
O -0.9788 9.8169 12.5193 -0.0467 -0.1051 0.0054
O -1.6867 7.9129 20.648 0.0526 0.0082 0.2557
O 6.6011 4.2171 20.0525 0.1487 0.0857 0.063
O 7.8805 4.3202 13.5307 -0.0462 0.2507 -0.1651
O 3.3955 5.5364 18.7721 -0.0967 -0.3356 0.4386
O 10.7114 8.5618 17.7134 -0.2735 0.1743 0.1937

Results
free energy: -45072.078 eV
free energy less fixed offsets of O -463.61, Si -117.95 eV per atom: -15.108 eV
pressure: -1.54 GPa
stress xx, yy, zz, yz, xz, xy (GPa, positive in tension): 0.08, 2.97, 1.57, -0.28, -0.02, -0.53
